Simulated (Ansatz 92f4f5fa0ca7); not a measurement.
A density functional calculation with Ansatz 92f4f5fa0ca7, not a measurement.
Periodic cell of 181 atoms, Si99O82, from a study of silicon, its oxide and their interface. The atomic structure is a simulated model.

Settings: functional PBE; potential files Ansatz PAW; basis plane waves; wave-function cutoff 700 eV; density cutoff ratio 5; exchange-correlation grid ratio 2; k mesh 2 x 2 x 1, shifted by 0.5 0.5 0.5 of a step; self-consistency stop 5e-08 eV per atom in the density residual; occupations Fermi-Dirac, 0.05 eV; spin none; net charge 0.

Cell vectors (angstrom)
a 11.5983 0 0
b 0 11.5983 0
c -1.7313 0.55 22.9447

Atoms: element, x, y, z (angstrom)
Si 3.5115 1.2113 2.0998
Si 5.2177 5.1353 0.6725
Si 4.9492 7.9896 -0.5201
Si 8.7573 2.4014 0.4061
Si 8.1445 5.7514 2.0857
Si 8.0879 8.6649 -0.3726
Si 1.7762 6.7192 17.084
Si 0.0998 7.2906 0.592
Si -0.3175 12.4542 0.1376
Si 7.3211 0.8017 -0.4401
Si 9.3429 6.7293 0.2789
Si 8.6253 10.7109 0.7199
Si 1.0605 1.1516 2.081
Si 1.2101 5.1766 2.343
Si 1.0325 8.7411 2.3166
Si 5.251 2.0582 -0.4096
Si 3.6129 5.0465 2.3482
Si 3.4422 8.827 2.0921
Si 8.3606 3.6111 3.2307
Si 8.257 7.6153 3.5174
Si 8.2739 10.1233 3.0955
Si 0.5782 3.1371 3.3917
Si 0.6116 6.9624 3.7686
Si 0.5374 10.8404 3.3964
Si 4.1686 3.0738 3.4757
Si 4.2059 7.0271 3.4857
Si 4.1238 10.8112 3.2003
Si 6.3272 3.1367 4.4882
Si 6.2713 7.0752 4.6596
Si 6.2394 10.8034 4.2987
Si -1.3987 3.2721 4.7408
Si -1.4602 7.0538 4.88
Si -1.5034 10.8258 4.5758
Si 2.3721 3.1337 5.0038
Si 2.4891 6.9837 5.1144
Si 2.4134 10.8528 4.8856
Si 6.2322 1.0945 5.7745
Si 6.3252 5.0212 5.9313
Si 6.2043 9.0672 5.89
Si -1.5117 1.1966 5.9896
Si -1.2522 5.1493 6.2887
Si -1.4596 9.0318 6.125
Si 2.4675 1.1895 6.3187
Si 2.4795 5.0341 6.4572
Si 2.2824 8.9615 6.3063
Si 8.0337 1.0759 7.2471
Si 8.2486 5.0408 7.3681
Si 8.1173 9.0201 7.3364
Si 0.4287 1.2588 7.4949
Si 0.6525 5.35 7.9279
Si 0.2998 9.0445 7.6562
Si 4.5394 1.1663 7.5948
Si 4.5874 4.9127 7.5557
Si 4.3647 8.8735 7.3448
Si 7.7242 3.0212 8.5117
Si 7.5232 7.0189 8.4321
Si 1.7379 2.8059 11.5524
Si -1.7554 -0.1585 10.096
Si 5.1494 1.9742 16.7965
Si 5.0656 8.7173 14.3845
Si 2.4245 -1.466 9.8762
Si 5.3529 3.0978 8.909
Si 6.3721 7.7155 10.8967
Si 4.6664 3.54 12.1108
Si 5.1596 6.9641 8.4998
Si 4.4352 10.6718 8.7518
Si 7.9257 -0.7793 8.8886
Si 9.3402 2.2812 10.0999
Si 6.0857 10.1033 10.34
Si 0.3121 -0.597 8.9506
Si 0.4633 3.1974 8.9171
Si -1.4974 10.1755 12.0608
Si -0.5218 2.2759 20.4928
Si -0.1824 4.9489 12.9046
Si 4.0259 10.4931 12.4391
Si 0.8885 0.2704 15.949
Si 4.8437 6.3988 19.584
Si 5.0851 0.5906 19.4547
Si 0.072 7.5351 11.5431
Si 0.925 7.493 9.3518
Si -0.7672 2.134 17.4164
Si 6.6202 3.2971 14.3788
Si -2.4616 9.2031 18.4054
Si 0.1175 12.3607 13.1369
Si -1.0514 5.2112 17.2325
Si 12.3882 7.2104 14.3807
Si -0.8049 7.8459 20.7488
Si 6.1511 9.2428 19.4027
Si 5.7159 6.0327 13.4548
Si 8.0833 9.5661 14.4084
Si -1.9236 5.0083 20.2433
Si 9.3124 2.7432 13.0965
Si 3.6126 4.3147 18.0294
Si 2.2425 7.7394 19.8053
Si 9.6853 7.4952 15.7714
Si 3.7328 11.0528 15.3897
Si 9.6852 -0.2994 16.4933
Si 2.7027 2.3063 20.3056
Si 7.0736 5.5356 21.7035
O -1.2476 13.8205 0.058
O 4.1213 1.3516 0.5573
O 6.4537 8.4984 -0.1536
O 3.9251 8.7595 0.4833
O 10.2573 11.1757 0.3576
O 6.6124 5.5599 1.4167
O 0.6918 5.7172 0.8237
O 8.538 2.4299 2.0337
O 8.302 3.8488 -0.1841
O 7.7505 7.189 10.1039
O 0.9281 4.0619 12.1597
O 4.2588 8.9553 12.9799
O 10.7446 3.1765 9.9571
O 10.1431 4.0967 13.3986
O 1.791 2.9411 9.9268
O 4.6112 5.1151 12.6326
O 8.0954 2.6881 14.1476
O 2.7182 10.5358 11.4676
O 7.5295 0.3764 -2.0615
O 4.9522 5.1692 18.4993
O 4.8089 6.3711 -0.3207
O 4.5895 8.3264 -2.1168
O 3.4839 1.0151 19.5879
O 8.3724 8.7555 -1.996
O 8.7236 2.7302 11.5789
O 3.8869 7.367 -4.7869
O 5.7459 1.5133 18.2534
O 5.1354 7.0914 14.5914
O -1.3541 13.0384 13.3213
O -0.877 8.5257 22.222
O -1.8804 5.1735 18.6254
O 7.5181 9.1029 18.5245
O 5.0282 7.0076 10.1776
O 6.4941 7.0065 12.3914
O 5.2819 7.8892 19.0475
O 6.2393 2.7247 15.8538
O 2.3201 8.4448 9.7032
O 0.9608 1.418 11.916
O 6.6337 4.9459 14.2906
O -0.6947 6.1171 11.8898
O -3.4803 4.7906 20.6736
O 5.2904 -0.9994 19.06
O 0.68 1.4061 17.1136
O 12.1187 5.5999 14.2334
O -0.9075 3.8485 20.7821
O 5.6208 2.7588 13.198
O -0.6723 3.6686 16.8747
O 1.988 5.6282 -5.5656
O 2.8604 3.6344 19.3172
O 9.6561 8.229 17.2189
O 1.107 7.7907 12.872
O -1.0885 8.6846 11.5545
O 1.915 7.3505 15.5695
O 3.7009 -0.2172 13.7802
O 4.3013 9.5224 15.6009
O 8.5333 10.6814 15.5302
O -1.122 1.9879 18.9948
O -0.4057 -0.7382 15.9913
O 5.4062 10.9697 11.6643
O 3.2147 2.8272 12.2033
O 0.5383 12.392 -1.2797
O -0.1953 10.7833 12.8829
O 4.6279 0.6199 16.0719
O 5.7608 6.0277 20.8645
O 8.4429 8.0376 14.8799
O 11.0251 7.9151 14.9465
O 3.9776 3.0945 17.0117
O 5.1767 3.3732 10.5707
O 3.2504 6.4546 19.966
O 8.7724 10.0156 13.0075
O -1.5195 6.412 20.9208
O 2.6973 5.385 17.2119
O 9.4835 -0.8505 18.0173
O 2.2746 11.0556 16.1319
O 9.6106 5.8841 16.0638
O 0.7063 7.5268 20.2708
O 0.9674 1.0048 14.4995
O 1.0845 2.0143 20.4335
O -1.6425 8.8077 19.7439
O 5.3327 3.6954 -0.1007
O 9.6605 1.3381 16.5742
O 6.48 9.5315 14.2649

Results
free energy: -109579.272 eV
free energy less fixed offsets of O -569.03, Si -635.61 eV per atom: 6.578 eV
pressure: -0.72 GPa
stress xx, yy, zz, yz, xz, xy (GPa, positive in tension): 0.45, 1.43, 0.27, -0.19, 0.18, 0.15

Forces (eV/angstrom), in the order of the atoms: element, x, y, z
Si -0.2793 0.1653 0.0728
Si -0.3325 0.1467 0.36
Si -0.0776 0.0409 -0.2424
Si 0.128 0.2399 -0.4512
Si -0.1612 0.4811 -0.4514
Si 0.0578 -0.3804 -0.198
Si -0.0118 -0.0682 -0.0371
Si -0.0124 -0.007 0.0696
Si 0.3058 0.5338 -0.0641
Si 0.155 -0.2629 0.0348
Si 0.3921 -0.0444 -0.1787
Si 0.3605 -0.0853 -0.0386
Si -0.0019 -0.0464 0.0944
Si 0.0761 0.2139 -0.3941
Si -0.1155 -0.038 -0.1263
Si -0.3645 0.2162 -0.3682
Si 0.0597 -0.0123 0.1002
Si -0.0006 -0.2045 -0.162
Si -0.1709 -0.3227 0.1421
Si -0.1153 -0.2278 0.0666
Si 0.0058 0.0095 0.2665
Si 0.0154 -0.2678 0.0254
Si 0.097 -0.1016 0.152
Si 0.2324 -0.156 0.0086
Si -0.0206 0.1804 0.0498
Si -0.0426 -0.0221 0.075
Si 0.007 -0.1045 0.2127
Si -0.0855 -0.0051 0.0441
Si -0.1526 0.0712 0.3057
Si -0.0563 -0.1607 -0.0501
Si 0.2281 0.0168 0.1603
Si 0.0482 0.0398 0.0041
Si 0.0592 0.054 0.0113
Si 0.055 -0.0482 -0.0211
Si -0.0256 -0.1049 0.1554
Si -0.134 0.032 0.07
Si 0.1089 0.2011 -0.0136
Si 0.2717 0.1743 -0.1843
Si -0.1292 -0.2211 0.2461
Si -0.0004 -0.0393 0.1004
Si -0.1795 0.1225 0.0915
Si -0.0239 -0.1071 0.144
Si 0.0114 0.005 -0.0117
Si 0.291 0.0159 -0.1246
Si 0.2145 -0.0203 0.0541
Si 0.0308 -0.2112 0.0062
Si -0.1647 -0.219 0.064
Si -0.3101 0.0069 -0.0821
Si -0.0547 -0.125 -0.1741
Si 0.0045 -0.1491 -0.1228
Si -0.1204 0.1999 -0.1286
Si -0.111 -0.0993 -0.1898
Si -0.1412 -0.0263 -0.1111
Si 0.1783 0.0013 -0.2425
Si 0.1369 -0.0677 0.0173
Si 0.3866 0.0634 0.0317
Si -0.2106 0.0358 0.2488
Si -0.0044 0.2387 -0.153
Si -0.0476 0.211 -0.1939
Si 0.0218 -0.0864 0.4072
Si -0.1298 0.3108 -0.0036
Si 0.1803 0.106 0.5529
Si -0.0159 -0.8352 0.2699
Si 0.2118 0.0424 0.4616
Si -0.3052 0.035 -0.2071
Si -0.1197 -0.0178 0.0383
Si 0.3127 0.1121 -0.1151
Si -0.0656 0.1581 0.7497
Si -0.4065 0.6778 0.3539
Si 0.2083 0.0505 0.1826
Si 0.0457 -0.0723 0.5057
Si -0.0508 0.3968 0.0954
Si -0.1051 0.2253 -0.2951
Si -0.0341 -0.1221 0.4023
Si 0.0741 0.1173 0.2727
Si 0.0479 -0.0945 0.2123
Si 0.1354 -0.0602 -0.2468
Si -0.2316 0.062 -0.346
Si -0.2888 -0.2578 1.1354
Si 0.2539 0.4086 -0.5452
Si 0.0198 0.0965 -0.2056
Si 0.0097 0.0185 0.1419
Si -0.0107 0.0485 -0.1655
Si -0.0361 0.1514 0.3573
Si 0.0555 -0.0709 -0.1166
Si -0.0989 -0.1962 0.3868
Si -0.0123 -0.0292 -0.3768
Si 0.1023 -0.2191 -0.3194
Si -0.1075 -0.2359 0.4142
Si 0.0182 0.0428 0.3805
Si -0.0527 -0.0313 -0.2499
Si -0.2315 0.0902 0.1865
Si 0.041 0.0484 -0.219
Si -0.0552 -0.1284 -0.4095
Si 0.0558 -0.078 0.1623
Si -0.0584 -0.0107 0.2642
Si 0.0592 0.0045 0.0819
Si -0.1855 0.263 -0.6473
Si 0.299 0.4117 -0.2066
O 0.1302 -0.2068 0.0699
O 0.0712 0.0524 0.0328
O 0.099 0.1198 0.0116
O -0.0828 0.0628 0.1488
O -0.6598 -0.3373 0.147
O 0.0812 -0.0426 0.0996
O -0.04 0.3142 0.3337
O -0.0704 0.0955 0.301
O -0.0596 0.0171 -0.0169
O -0.2874 0.17 -0.0429
O 0.1516 -0.0829 -0.0825
O -0.0487 0.0573 -0.278
O -0.0466 -0.2384 -0.5845
O 0.0809 0.0127 -0.1037
O -0.0976 0.0648 -0.4364
O 0.0362 -0.0366 -0.1927
O 0.1542 -0.0232 -0.1401
O -0.0497 -0.2338 -0.2381
O 0.2114 0.1867 0.2984
O -0.0382 0.0076 0.1025
O 0.1437 0.1873 -0.1523
O 0.1251 0.0928 0.4267
O 0.0999 -0.0285 0.2624
O -0.0582 0.0187 0.3131
O 0.061 -0.162 -0.3374
O -0.002 -0.0227 0.217
O 0.0015 -0.1524 0.3227
O 0.0255 0.0851 -0.195
O 0.1448 -0.0808 -0.0918
O -0.0913 -0.0865 0.1322
O -0.0499 -0.0479 0.2368
O -0.0705 -0.0062 0.1021
O 0.3506 0.3467 0.1049
O 0.1954 0.3267 -0.3511
O 0.0405 0.115 0.1231
O -0.019 -0.0231 -0.0054
O -0.2661 -0.1499 0.0421
O 0.0217 -0.0066 -0.1117
O -0.0439 0.1265 -0.1773
O 0.0628 0.1743 -0.2015
O -0.0251 -0.0919 0.0413
O -0.0103 0.1792 0.177
O -0.0682 0.006 -0.0223
O -0.0824 -0.0222 -0.2933
O 0.005 -0.0344 0.0874
O -0.1377 0.0336 -0.2924
O -0.0062 -0.0634 0.081
O -0.0097 0.0069 0.0525
O 0.0004 -0.2744 0.3396
O -0.0132 0.0596 0.048
O -0.17 0.057 -0.4964
O 0.2103 -0.1983 -0.1876
O -0.0833 0.0546 -0.1683
O 0.0052 -0.0053 -0.2626
O 0.0559 -0.0275 -0.161
O -0.0294 -0.1024 -0.1485
O 0.0227 -0.0498 0.3584
O -0.0232 0.036 -0.0688
O 0.2206 -0.2522 -0.1885
O -0.1073 -0.0832 -0.1017
O -0.1092 -0.1403 -0.0172
O -0.0556 -0.1289 -0.1382
O -0.0284 -0.0181 0.0137
O -0.094 -0.0126 0.1235
O 0.059 0.0831 -0.1258
O 0.051 0.0238 -0.1431
O -0.0241 0.0215 0.0879
O -0.0194 -0.114 -0.6753
O -0.0655 -0.0071 0.1507
O 0.0311 -0.0602 -0.2481
O -0.0128 -0.0283 0.0226
O 0.0279 -0.0465 0.04
O -0.0143 -0.072 0.0193
O 0.0206 0.0354 -0.0905
O 0.016 0.0643 -0.007
O 0.0376 0.0297 0.0939
O -0.0899 0.0476 -0.3016
O 0.1772 -0.0143 0.2016
O 0.0437 0.0044 0.1146
O 0.2253 -0.6075 -0.1897
O 0.0564 -0.0352 0.0528
O -0.0032 -0.012 -0.1764

The program warned: the cutoff lies below the one the program advises for these potential files.
